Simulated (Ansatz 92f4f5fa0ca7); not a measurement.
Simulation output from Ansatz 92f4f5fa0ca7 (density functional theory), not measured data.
Periodic cell of 215 atoms, Si131O82As2, from a study of silicon, its oxide and their interface. The atomic structure is a simulated model.
Doubt: the cutoff is far below the 930 eV that the study's wrapper takes by default for these files, so forces and energies are approximate.
This geometry differs little from another in the collection (a relaxation step or a small displacement).

Settings: functional PBE; potential files Ansatz PAW; basis plane waves; wave-function cutoff 580 eV; density cutoff ratio 5; exchange-correlation grid ratio 1; k mesh 1 x 1 x 1, Gamma-centred; self-consistency stop 5e-08 eV per atom in the density residual; occupations fixed; spin none; net charge 0.

Cell vectors (angstrom)
a  10.938  0  0
b  0  10.938  0
c  0  0  31.5432

Atoms: element, x, y, z (angstrom)
Si  10.4273  0.5849  24.3368
Si  6.0333  10.5138  24.137
Si  2.1188  3.2576  24.0833
Si  8.6936  2.2677  24.3032
Si  0.4921  5.0673  24.1549
Si  5.0447  5.9063  24.1852
Si  3.3869  7.6622  24.141
Si  7.8195  8.8399  23.9914
Si  1.3362  1.4858  25.4551
Si  6.9092  1.3101  25.488
Si  4.0219  4.1109  25.3185
Si  9.6608  4.1066  25.4119
Si  1.4914  6.8264  25.355
Si  6.8886  6.955  25.238
Si  4.2209  9.5403  25.3292
Si  9.5227  9.6486  25.4315
Si  2.7768  0.0076  26.6402
Si  8.2145  -0.0154  26.9294
Si  0.0084  2.7796  26.9068
Si  5.4459  2.7419  26.6618
Si  2.7528  5.4522  26.8228
Si  8.2207  5.5283  26.6265
Si  0.0377  8.215  26.6466
Si  5.5408  8.2072  26.7827
Si  4.1154  1.3634  28.0699
Si  9.5832  1.382  28.219
Si  1.3898  4.1299  28.2152
Si  6.8393  4.1325  28.0269
Si  4.1441  6.8347  28.1321
Si  9.6007  6.8468  28.0536
Si  1.3979  9.5816  28.0475
Si  6.8383  9.549  28.216
Si  0.0331  -0.0214  29.4945
Si  5.455  0.0106  29.501
Si  2.7596  2.7117  29.4977
Si  8.1759  2.768  29.4873
Si  -0.0135  5.4925  29.5039
Si  5.4921  5.4557  29.4821
Si  2.7432  8.2052  29.4677
Si  8.2376  8.1724  29.4998
Si  1.3673  1.3673  30.8594
Si  6.8362  1.3673  30.8594
Si  4.1018  4.1018  30.8594
Si  9.5708  4.1018  30.8594
Si  1.3673  6.8362  30.8594
Si  6.8362  6.8362  30.8594
Si  4.1018  9.5708  30.8594
Si  9.5708  9.5708  30.8594
Si  2.7345  0  0.6835
Si  8.2035  0  0.6835
Si  0  2.7345  0.6835
Si  5.469  2.7345  0.6835
Si  2.7345  5.469  0.6835
Si  8.2035  5.469  0.6835
Si  0  8.2035  0.6835
Si  5.469  8.2035  0.6835
Si  4.1203  1.3422  2.0534
Si  9.56  1.3691  2.0328
Si  1.3436  4.1204  2.0615
Si  6.8677  4.0582  2.0582
Si  4.0984  6.8339  2.0341
Si  9.6009  6.8025  2.0526
Si  1.3903  9.5467  2.0569
Si  6.844  9.5588  2.0594
Si  -0.0459  -0.0394  3.3529
Si  5.4791  -0.0267  3.47
Si  2.7054  2.7028  3.3602
Si  8.2289  2.6913  3.4834
Si  -0.0125  5.4579  3.5188
Si  5.4758  5.4537  3.3486
Si  2.7449  8.1631  3.4624
Si  8.231  8.1682  3.3822
Si  1.2911  1.3452  4.6813
Si  6.9203  1.2604  4.8662
Si  4.0704  4.0953  4.6693
Si  9.5699  4.0509  4.9249
Si  1.3707  6.8385  4.9076
Si  6.8642  6.781  4.6984
Si  4.1461  9.4857  4.8402
Si  9.5852  9.5316  4.7536
Si  2.6056  -0.1006  6.0067
Si  8.2516  -0.1581  6.2683
Si  0.035  2.6463  6.236
Si  5.5448  2.7829  5.9992
Si  2.7154  5.3568  6.1674
Si  8.1399  5.4455  6.2063
Si  0.0074  8.2724  6.2461
Si  5.5755  8.1143  6.16
As  3.5136  1.9087  6.8972
Si  10.0103  0.8459  7.4998
As  1.6972  3.6731  7.7214
Si  6.232  4.5631  7.3716
Si  4.5928  6.2935  7.2653
Si  9.1701  7.2066  7.3855
Si  0.8746  10.1554  7.5106
Si  7.4014  8.8876  7.5085
O  4.5165  6.5994  8.8896
O  0.587  4.294  9.1699
O  9.6907  6.6476  8.8555
O  1.2575  10.1101  9.132
O  6.0978  4.2572  8.9975
O  3.5985  1.3912  8.6241
O  7.118  8.9825  9.1518
O  9.6051  1.0682  9.097
O  8.2267  2.5537  22.7471
O  10.9909  5.5672  22.6347
O  5.6241  0.0929  22.6217
O  5.286  5.4181  22.6209
O  2.1276  2.8163  22.4789
O  3.3204  7.8759  22.4897
O  8.3637  8.7659  22.4108
O  -0.1744  11.2519  22.7495
Si  2.096  3.115  12.9085
Si  8.6319  1.3135  10.3833
Si  1.0186  4.5799  15.3704
Si  7.4275  5.6016  12.2073
Si  2.4002  8.2085  21.192
Si  5.3093  7.7854  12.4701
Si  9.1809  0.5091  15.5244
Si  2.865  0.013  16.6386
Si  10.4006  1.2911  12.6514
Si  7.7518  2.8533  21.2345
Si  9.0692  8.855  14.4578
Si  1.1911  4.9924  10.5011
Si  4.4535  9.5284  19.1078
Si  11.0573  6.1268  21.1066
Si  6.5445  10.5073  14.8284
Si  5.3733  0.7551  21.1639
Si  2.2973  9.8203  10.3655
Si  0.4146  10.6562  21.3775
Si  5.844  5.2717  21.1119
Si  3.5556  7.0965  10.0868
Si  8.9961  5.7329  14.7988
Si  3.6425  4.1106  19.0933
Si  9.9975  3.6956  19.3148
Si  4.1805  8.7106  15.3478
Si  0.397  1.9657  17.1474
Si  6.7657  7.5685  19.2326
Si  5.191  3.6803  16.7076
Si  7.7468  5.0516  17.5068
Si  6.638  9.9196  10.4025
Si  4.3175  1.0364  10.0165
Si  -0.1105  9.2274  11.9131
Si  9.0811  8.6581  20.9349
Si  4.4849  1.7315  14.5374
Si  2.4297  2.1058  21.043
Si  6.2705  3.345  10.3354
Si  3.3665  5.9738  16.7624
Si  9.7237  6.7589  10.4734
O  0.102  2.6743  18.584
O  2.8531  9.6792  15.5734
O  10.8285  4.8439  20.129
O  7.4906  2.3623  9.926
O  10.8366  5.7725  11.179
O  6.4356  6.6939  12.9147
O  10.0477  8.3375  10.7949
O  7.6059  9.5246  13.9862
O  8.2413  6.3479  11.0101
O  5.3307  10.527  20.043
O  1.9998  3.912  11.4706
O  7.9497  8.5724  19.7571
O  6.1763  6.7492  20.5214
O  5.4393  2.7805  15.3712
O  1.2907  0.9479  20.692
O  6.0051  9.0224  11.6234
O  4.5201  5.0375  16.092
O  6.5336  3.9684  17.5925
O  10.5719  10.824  11.8491
O  5.5183  0.5587  13.9612
O  8.0097  5.1339  15.9196
O  9.6361  9.867  15.6186
O  -0.431  5.2191  15.0562
O  1.5533  6.8626  20.7878
O  1.4544  0.6934  17.1614
O  6.5782  1.799  20.8068
O  0.9081  1.9837  12.9221
O  3.2464  5.5466  18.361
O  9.4338  2.0832  11.5985
O  0.918  3.1518  16.1561
O  8.494  5.1606  13.3587
O  10.2533  8.7149  13.3415
O  1.4285  9.4205  21.676
O  10.059  9.9607  20.6049
O  3.1276  0.2287  10.8496
O  4.9438  2.4153  10.6808
O  1.8173  4.2853  13.9955
O  7.8995  10.8571  10.8917
O  9.0759  4.4832  18.232
O  5.5627  9.5448  15.738
O  5.5217  -0.0214  9.7776
O  3.5325  2.3829  13.3459
O  1.8721  5.7138  16.1663
O  9.6253  1.1134  14.0694
O  4.2801  6.9532  11.5267
O  4.756  4.4788  20.2135
O  9.8832  1.3811  16.6809
O  6.6084  4.3095  11.6158
O  5.5587  8.4464  18.5619
O  9.0617  2.7549  20.2699
O  3.5397  1.1831  15.7415
O  4.1698  3.1159  17.8812
O  9.8992  7.248  20.8938
O  3.3127  8.6843  9.7944
O  3.869  7.4789  16.3819
O  7.544  0.539  15.7075
O  8.8586  7.3467  14.9811
O  3.9149  1.4619  21.1603
O  1.5068  9.1374  11.6417
O  2.2174  6.1965  10.0826
O  7.3275  6.504  18.127
O  7.2164  4.3917  21.1227
O  4.4427  8.2738  13.7821
O  3.3073  8.7032  19.9375
O  2.4778  3.2663  19.8778
O  3.706  10.4148  17.947

Results
free energy: -139623.765 eV
free energy less fixed offsets of As -4856.12, O -568.88, Si -635.61 eV per atom: 1.545 eV

Forces (eV/angstrom), in the order of the atoms: element, x, y, z
Si  -0.0022  -0.0007  0.0023
Si  -0.0013  -0.003  -0.0021
Si  -0.001  0.0042  0.001
Si  0.0028  0.0027  -0.001
Si  -0.0012  -0.0011  0.0009
Si  -0.0031  0.0015  0.0017
Si  0.0002  0.002  0.0003
Si  -0.0029  0.0018  0.0023
Si  0.0013  -0.0044  -0.0071
Si  -0.0033  0.0028  -0.0069
Si  0.0019  -0.0013  -0.0043
Si  -0.0039  0.004  -0.0041
Si  -0.0018  0.0024  -0.004
Si  0.0007  -0.0005  -0.0021
Si  -0.0016  0.0023  -0.0022
Si  0.0051  -0.0012  -0.0093
Si  -0.0017  -0.001  0.0114
Si  -0.0019  0.003  -0.0135
Si  -0.0024  0.0027  -0.0124
Si  -0.0007  0.0026  0.0095
Si  -0.0015  0.0026  -0.0063
Si  -0.0021  -0.001  0.0109
Si  -0.0028  -0.0022  0.0108
Si  -0.0036  0.0012  -0.0053
Si  -0.0012  -0.0022  -0.0059
Si  0.001  0.0007  0.0273
Si  -0.0006  0.0061  0.0293
Si  -0.0023  0.0073  -0.0137
Si  0.0087  -0.0016  0.0039
Si  0.0009  0.0007  -0.0097
Si  0.0027  0.0019  -0.0134
Si  -0.0049  -0.0079  0.0273
Si  -0.0051  0.0081  0.0027
Si  -0.0002  -0.0008  -0.0052
Si  -0.001  0.0024  -0.003
Si  0.0057  -0.0048  -0.001
Si  0.0025  -0.0003  -0.0071
Si  -0.0053  0.0049  0.0036
Si  -0.0021  0.0018  0.0018
Si  -0.0033  0.0052  -0.0016
Si  0.1616  -0.0617  0.0865
Si  -0.1495  0.1175  -0.0691
Si  0.1343  -0.0856  -0.0085
Si  -0.1527  0.1375  -0.0412
Si  -0.0016  0.2029  -0.0932
Si  0.1166  -0.1643  0.0399
Si  -0.1344  0.0593  -0.0589
Si  0.1559  -0.0908  0.0381
Si  0.0888  -0.1583  0.0721
Si  -0.1401  0.0625  -0.0842
Si  -0.0567  0.1095  -0.0448
Si  0.1196  -0.1433  0.0824
Si  -0.1439  -0.0061  -0.0566
Si  0.0976  -0.1934  0.1252
Si  0.2  -0.1123  0.0896
Si  -0.0379  0.1015  -0.0504
Si  -0.003  0.0025  0.0005
Si  -0.0002  -0.0112  0.0045
Si  0.0059  -0.0057  0.0074
Si  -0.0059  0.0093  0.0115
Si  0.0071  -0.0013  0.0069
Si  -0.0027  0.0029  0.0052
Si  -0.0106  -0.0006  0.0111
Si  -0.0042  0.0052  -0.0027
Si  -0.0137  0.029  -0.0269
Si  -0.0005  -0.0013  -0.0024
Si  0.0066  -0.0034  -0.0475
Si  0.0206  -0.0047  0.0094
Si  -0.0095  0.0073  0.0007
Si  -0.0225  0.0057  -0.0351
Si  0.0012  -0.0245  0.0102
Si  0.0136  -0.0045  -0.018
Si  -0.0188  -0.0173  -0.0174
Si  -0.0138  -0.0073  -0.0052
Si  0.0017  0.0029  -0.0131
Si  0.0007  0.0134  -0.0114
Si  -0.0164  -0.0042  -0.0111
Si  0.0002  0.0051  0.0114
Si  0.0084  0.0246  0.0017
Si  -0.0086  -0.0062  0.0043
Si  0.0169  0.0383  0.0004
Si  0.0128  0.0076  0.0086
Si  -0.0248  -0.0102  0.0211
Si  -0.0348  -0.0143  0.0164
Si  0.0164  0.0094  0.0299
Si  0.0143  0.0026  0.0058
Si  -0.0022  -0.0078  0.012
Si  -0.0145  -0.0178  0.0084
As  0.0153  -0.0259  0.0539
Si  -0.0008  -0.0032  -0.0154
As  -0.0308  0.0193  0.1233
Si  0.0034  -0.0021  0.0046
Si  -0.0094  0.0064  0.0013
Si  0.002  -0.0029  0.0013
Si  0.0021  0.0082  0.0021
Si  -0.0049  0.0026  0.0033
O  0.0034  -0.0004  -0.0066
O  0.0009  -0.0463  -0.2335
O  -0.0012  -0.0005  -0.0251
O  -0.0004  -0.003  0.0086
O  0.0054  -0.011  0.0178
O  0.0705  -0.0409  0.0521
O  -0.0021  -0.0014  -0.0103
O  -0.0056  0.0024  0.0056
O  -0.0015  0.0028  0.001
O  -0.0012  0.0023  -0.0002
O  -0.0017  0.002  0.0001
O  0.0004  0.0004  -0.0041
O  -0.0017  -0.0009  -0.003
O  -0.0025  0.0008  -0.0018
O  0.0015  -0.0001  -0.0036
O  -0.0006  0.0005  -0.0048
Si  -0.0003  0.0008  -0.006
Si  -0.0004  -0.0009  -0.0014
Si  -0.0027  -0.0023  -0.0046
Si  -0.0022  -0.0006  -0.0009
Si  -0.001  0.0006  0.0023
Si  -0.0037  0.0053  -0.0047
Si  -0.0005  0.0026  -0.0042
Si  -0.0006  0.0021  -0.0027
Si  0.0029  0.0006  -0.0028
Si  -0.0021  -0.0007  0.0009
Si  0.0087  -0.0026  -0.0021
Si  0.0457  0.0075  0.0402
Si  -0.0026  0.001  -0.0009
Si  -0.0001  0.0018  0.0009
Si  -0.0078  0.0043  -0.0052
Si  0.0002  0.002  0.0012
Si  0.0028  0.0126  -0.0072
Si  -0.0028  0.0017  0.0015
Si  -0.0021  0.0021  0.0035
Si  -0.0053  -0.0003  -0.0096
Si  -0.004  -0.0044  -0.0044
Si  -0.0012  0.0011  -0.0011
Si  -0.0018  0.0017  -0.0007
Si  -0.0011  0.001  -0.0056
Si  -0.0016  0.0037  -0.0046
Si  -0.0012  0.0035  -0.0003
Si  -0.0025  -0.0007  -0.0055
Si  -0.0008  0.0021  -0.0009
Si  0.0002  0.0051  0.0011
Si  -0.0487  0.0505  -0.0593
Si  0.0029  0.0093  -0.0002
Si  -0.001  0.0021  0.0027
Si  -0.0025  0.002  -0.0077
Si  -0.0017  0.0002  0.0032
Si  -0.0311  -0.0166  -0.015
Si  -0.0004  0.0017  -0.0018
Si  -0.0126  0.0041  0.0034
O  -0.0008  0.0014  0.0002
O  -0.0014  0.0009  0.0002
O  -0.0017  -0.001  -0.0007
O  -0.0116  0.0044  0.0007
O  -0.0123  0.009  0.0267
O  -0.0023  -0.0024  0.0046
O  -0.0083  0.0089  0.0016
O  0.0008  0.0019  0.0031
O  0.0001  0.0055  -0.0024
O  -0.0024  0.0012  0.0008
O  0.0033  -0.0015  0.006
O  -0.0038  0.0004  -0.001
O  -0.0009  0.0029  -0.0008
O  -0.0014  0.0038  0.003
O  0.0003  0.0022  0.0005
O  0.0005  -0.0024  0.0013
O  -0.001  0  -0.0003
O  0.0004  0.0028  0.0009
O  -0.0037  0.0078  0.0046
O  0.0002  0.0005  0.0033
O  0.0033  0.0044  -0.0038
O  -0.0066  -0.0035  -0.0059
O  -0.0051  0.0043  -0.0005
O  -0.0015  0.001  0.0004
O  -0.0019  0.0022  0.0008
O  -0.0022  0.0022  0.0004
O  -0.005  0.0025  0.0013
O  -0.0013  0.0027  0.0031
O  -0.004  -0.0022  -0.001
O  -0.0041  0.0026  0.0026
O  0.0051  0.0046  0.012
O  -0.0102  0.0014  0.0137
O  -0.0008  0.0013  0.0011
O  -0.0011  0.0007  0.0001
O  -0.0083  -0.0155  -0.0035
O  0.0407  0.0093  -0.015
O  0.0014  0.0011  -0.0005
O  0.001  0.0014  0.0005
O  -0.004  0.0026  0.0015
O  -0.0019  0.0014  0.0024
O  -0.0181  0.0202  0.0183
O  -0.0015  0.0016  0.0032
O  -0.0065  0.0036  0.0017
O  -0.0003  -0.001  0.0001
O  -0.0014  0.0006  0.0018
O  -0.0035  -0.0001  -0.0017
O  -0.0025  0.0021  0.0026
O  -0.0064  0.0005  -0.0018
O  -0.001  0.0011  0.0005
O  0.0005  0.003  -0.0001
O  -0.0028  0.0018  0.0034
O  -0.0018  0.0025  0.0012
O  -0.0023  0.0013  0.0006
O  -0.0011  0.001  0.0011
O  -0.0023  0.0032  0.0024
O  -0.0004  0.0006  0.0024
O  0.0012  0.0074  -0.0034
O  -0.0018  0.002  0.0008
O  -0.0049  -0.0045  0.0038
O  0.0126  0.0177  0.0034
O  -0.0005  0.0009  -0.0005
O  -0.001  0.0017  0.0003
O  -0.0046  0.0027  0.0054
O  0.0007  0.0035  -0.0003
O  -0.0011  0.0027  -0.0005
O  -0.0019  0.0021  0.0014

The program warned: the cutoff lies below the one the program advises for these potential files; the exchange-correlation potential is rough where the density is thin.
